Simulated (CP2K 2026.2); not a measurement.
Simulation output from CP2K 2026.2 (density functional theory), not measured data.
Periodic cell of 504 atoms, Si360O144, from a study of silicon, its oxide and their interface. The atomic structure is a simulated model.
Doubt: the forces sum to 2.67 eV/angstrom along one axis rather than to zero, so they err by at least 0.0053 eV/angstrom per atom on average; the grid cutoff is modest.

Settings
functional: PBE
method: Gaussian and plane waves
basis set: DZVP-MOLOPT-SR-GTH
pseudopotentials: GTH-PBE
grid cutoff: 350 Ry, relative cutoff 50 Ry
k points: Gamma only
occupations: fixed
spin: none
net charge: 0

Cell vectors (angstrom)
a	16.32	0	0
b	0	16.32	0
c	2.8672	6.1689	33.4383

Atoms and the computed forces on them: element, x, y, z (angstrom), force x, y, z (eV/angstrom)
Si	1.123	15.108	0.129	0.125	-0.022	0.709
Si	3.691	1.73	0.178	0.185	-0.129	0.751
Si	1.487	3.975	0.01	-0.29	0.192	0.635
Si	3.955	6.962	0.147	0.053	-0.154	0.7
Si	4.637	15.385	33.224	-0.341	0.251	0.727
Si	7.312	18.195	33.402	-0.199	0.134	0.762
Si	10.04	20.921	33.297	-0.246	0.236	0.698
Si	9.466	1.653	0.303	0.13	-0.317	0.681
Si	9.952	9.932	33.43	-0.34	0.391	0.639
Si	9.926	6.414	0.138	-0.204	0.116	0.76
Si	6.538	9.697	0.091	0.171	0.008	0.696
Si	9.37	12.533	0.157	-0.005	-0.221	0.729
Si	12.477	14.599	0.067	-0.066	0.219	0.697
Si	18.08	7.19	33.264	-0.244	0.309	0.688
Si	12.005	4.101	0.318	0.252	0	0.639
Si	14.642	7.05	0.148	0.133	-0.07	0.787
Si	12.413	9.212	0.144	-0.088	0.16	0.758
Si	14.751	12.412	0.062	0.097	-0.139	0.627
Si	2.655	16.349	1.406	-0.011	0.014	-0.043
Si	5.425	2.761	1.348	0.012	-0.011	-0.053
Si	2.697	5.446	1.386	-0.002	0.003	-0.035
Si	5.421	8.19	1.468	0.022	-0.005	-0.065
Si	2.765	10.874	1.188	0.016	0	-0.044
Si	5.549	13.652	1.238	0.026	-0.001	-0.026
Si	8.22	16.29	1.321	-0.003	-0.014	-0.059
Si	10.864	2.738	1.77	0.003	0.025	-0.001
Si	8.137	5.44	1.303	-0.005	-0.024	-0.067
Si	10.919	8.048	1.491	0.002	0.012	-0.087
Si	8.172	10.874	1.326	-0.015	0.015	-0.074
Si	10.906	13.62	1.499	-0.019	0.001	-0.043
Si	13.607	16.297	1.253	0.008	0.007	-0.082
Si	16.245	2.695	1.223	-0.011	-0.009	-0.051
Si	13.577	5.415	1.449	0.013	0.03	-0.056
Si	16.372	8.227	1.212	0.02	0.002	-0.044
Si	13.586	10.848	1.36	-0.007	-0.014	-0.036
Si	16.28	13.566	1.419	-0.012	0.025	-0.053
Si	1.284	1.4	2.718	-0.032	0.009	0.03
Si	4.099	4.125	2.735	-0.016	-0.024	0.031
Si	1.317	6.833	2.676	-0.029	0.006	0.021
Si	4.028	9.569	2.732	-0.006	0.025	0.039
Si	1.399	12.186	2.635	0.008	-0.009	0.006
Si	4.114	14.955	2.625	0	-0.003	-0.004
Si	6.777	1.317	2.666	0.006	0.013	0.014
Si	9.409	4.147	2.877	-0.038	0.055	0.035
Si	6.826	6.805	2.713	0.01	-0.032	0.016
Si	9.51	9.493	2.702	0.018	0.01	0.008
Si	6.838	12.277	2.697	-0.012	0.002	0.024
Si	9.56	15.017	2.788	-0.021	0.006	0.026
Si	12.329	1.285	2.791	0.021	-0.046	0.008
Si	14.97	4.029	2.699	0.028	0.011	0.019
Si	12.253	6.737	2.872	-0.003	-0.016	0.043
Si	15.031	9.54	2.676	0	-0.023	0.028
Si	12.235	12.177	2.768	0.008	-0.007	0.03
Si	14.925	14.97	2.732	-0.013	0.03	0.029
Si	16.291	16.33	4.09	-0.01	0.008	-0.01
Si	2.712	2.734	4.054	0.005	-0.023	-0.01
Si	16.322	5.429	4.046	0.012	-0.004	-0.007
Si	2.683	8.174	4.068	0	0.014	-0.011
Si	16.359	10.883	4.062	-0.01	0.003	0
Si	2.75	13.581	3.99	-0.005	0.001	0.007
Si	5.431	16.297	4.047	0.027	-0.012	0.006
Si	8.08	2.689	4.112	0.002	-0.002	-0.001
Si	5.452	5.468	4.092	0.009	-0.002	0.011
Si	8.164	8.16	4.088	0.005	-0.003	0.01
Si	5.435	10.927	4.055	0.019	-0.007	-0.015
Si	8.187	13.61	4.09	0.004	-0.023	-0.014
Si	10.919	16.323	4.156	-0.008	0.006	0.015
Si	13.642	2.696	4.115	-0.016	0.011	-0.006
Si	10.841	5.444	4.207	-0.015	-0.003	-0.007
Si	13.668	8.164	4.082	0.015	-0.009	-0.02
Si	10.867	10.831	4.098	0.003	0	0.001
Si	13.584	13.588	4.093	0.004	0.026	-0.01
Si	17.636	14.968	16.317	-0.004	-0.005	-0.002
Si	4.069	17.695	16.335	0.016	0.008	-0.013
Si	17.678	4.082	16.34	0.004	0.004	-0.009
Si	4.065	6.831	16.3	-0.003	0.007	-0.004
Si	17.666	9.498	16.308	-0.006	-0.006	-0.01
Si	4.087	12.237	16.289	0.005	-0.003	-0.006
Si	6.811	14.965	16.306	0.009	0.004	-0.014
Si	9.533	17.656	16.327	-0.005	0.002	-0.001
Si	6.787	4.072	16.285	-0.007	0.001	-0.008
Si	9.527	6.777	16.282	0.013	-0.003	-0.015
Si	6.789	9.516	16.315	0.001	-0.014	-0.002
Si	9.542	12.283	16.319	-0.001	0.018	-0.006
Si	12.231	14.94	16.358	0.002	-0.018	0.005
Si	14.955	17.687	16.35	-0.006	-0.004	-0.003
Si	12.257	4.073	16.353	-0.018	0.004	-0.003
Si	15.001	6.788	16.326	0	-0.003	0
Si	12.258	9.542	16.284	0.001	0.003	-0.008
Si	14.952	12.236	16.308	0.012	-0.001	-0.019
Si	2.646	16.361	17.66	-0.007	0.004	-0.011
Si	5.458	19.048	17.683	0	0.007	0.013
Si	2.707	5.488	17.66	-0.008	-0.017	0.011
Si	5.418	8.165	17.693	0.005	-0.001	0.007
Si	2.758	10.83	17.62	0.002	0.001	-0.005
Si	5.429	13.618	17.639	0.008	-0.01	0.021
Si	8.171	16.299	17.693	-0.01	0.003	0.003
Si	10.887	19.011	17.692	0.008	-0.001	0.015
Si	8.134	5.438	17.627	0.007	-0.007	-0.011
Si	10.93	8.129	17.587	-0.004	0.003	0.003
Si	8.157	10.919	17.615	-0.004	-0.004	0.019
Si	10.885	13.595	17.773	0.006	-0.014	0.009
Si	13.608	16.298	17.698	0.013	0.017	0.016
Si	16.31	19.056	17.723	0	0.015	-0.004
Si	13.689	5.4	17.695	0.008	-0.018	-0.008
Si	16.296	8.184	17.716	0.005	0.003	0.031
Si	13.576	10.915	17.68	-0.005	-0.012	-0.007
Si	16.309	13.569	17.678	-0.021	0.012	0.018
Si	17.631	17.693	19.097	0.005	-0.011	0.008
Si	4.097	4.146	18.987	0.001	0.012	-0.044
Si	17.688	6.841	19.064	0.009	0.005	-0.025
Si	4.091	9.549	19.078	0.006	-0.001	-0.006
Si	17.717	12.161	18.945	-0.02	-0.01	-0.027
Si	4.005	14.977	18.939	0.016	-0.012	-0.023
Si	6.803	17.647	19.045	-0.009	0.005	-0.036
Si	9.453	4.052	18.971	0.004	-0.023	-0.019
Si	6.783	6.777	19.012	-0.02	-0.002	-0.013
Si	9.554	9.511	18.862	0	0.005	-0.039
Si	6.795	12.268	18.999	-0.006	-0.017	-0.015
Si	9.517	14.981	19.121	0.003	0.018	0.006
Si	12.286	17.679	19.072	0.016	-0.005	-0.028
Si	15.015	4.075	19.171	-0.017	0.014	-0.005
Si	12.346	6.821	18.952	0.002	0.025	-0.015
Si	14.891	9.566	19.058	0.009	-0.016	-0.032
Si	12.25	12.207	19.144	-0.009	0.017	-0.005
Si	14.929	14.894	19.064	-0.009	-0.016	-0.02
Si	16.314	16.225	20.426	0.005	0.001	0.038
Si	2.685	19.168	20.331	0.011	0.006	0.062
Si	16.341	5.534	20.511	0.003	0.012	0.063
Si	2.746	8.193	20.447	-0.011	-0.017	0.06
Si	16.34	10.892	20.347	0.003	-0.023	0.056
Si	2.746	13.518	20.269	0.019	-0.004	0.037
Si	5.287	16.351	20.317	0.001	0.046	0.044
Si	8.144	19.018	20.43	-0.006	0.009	0.024
Si	5.462	5.437	20.436	-0.011	-0.018	0.04
Si	8.166	8.223	20.203	-0.026	0.017	0.034
Si	5.449	10.935	20.42	0.014	0	0.053
Si	8.12	13.602	20.426	-0.008	0	0.058
Si	10.898	16.371	20.463	0.006	-0.003	0.064
Si	13.685	18.959	20.52	0.013	-0.025	0.058
Si	10.945	5.413	20.14	0.011	-0.034	0.002
Si	13.553	8.205	20.465	-0.008	0.015	0.044
Si	10.874	10.721	20.364	0.016	-0.017	0.059
Si	13.571	13.591	20.55	0.008	0.018	0.046
Si	17.566	14.623	21.63	-0.004	0.211	-0.727
Si	4.146	17.962	21.652	-0.032	-0.209	-0.71
Si	18.037	4.471	21.738	-0.238	-0.099	-0.787
Si	3.972	6.668	21.775	0.187	0.23	-0.709
Si	17.454	9.346	21.719	0.195	0.097	-0.771
Si	4.284	12.525	21.744	-0.057	-0.272	-0.704
Si	6.436	14.799	21.589	0.127	0.012	-0.661
Si	9.843	18.048	21.75	-0.17	-0.206	-0.734
Si	6.483	20.058	21.731	0.159	0.2	-0.761
Si	9.699	6.931	21.336	0.052	0.06	-0.618
Si	7.078	9.753	21.617	-0.196	-0.095	-0.756
Si	9.295	11.891	21.566	-0.004	0.208	-0.741
Si	12.343	15.166	21.872	-0.095	-0.169	-0.671
Si	14.735	17.228	21.844	0	0.166	-0.699
Si	12.064	20.274	21.575	0.212	0.025	-0.681
Si	15.184	7.177	21.784	-0.124	-0.229	-0.713
Si	11.842	9.106	21.867	0.234	0.28	-0.732
Si	15.301	12.48	21.717	-0.195	-0.056	-0.725
Si	5.301	8.542	23.902	-0.055	-0.103	-0.107
Si	7.612	15.217	24.235	0.021	0.035	0.008
Si	18.726	11.324	31.373	0.15	-0.054	0.12
Si	11.703	16.29	26.501	-0.037	0.024	-0.032
Si	5.92	20.108	31.366	0.057	0.068	0.133
Si	3.828	13.649	28.047	0.072	0.105	0.182
Si	9.806	20.161	25.74	-0.003	0.079	0.107
Si	6.687	6.861	25.794	0.045	0.073	0.121
Si	9.474	17.368	24.813	0.088	0.106	-0.107
Si	13.429	16.883	31.498	0.069	-0.07	0.184
Si	6.353	6.682	30.954	-0.063	-0.016	-0.081
Si	14.26	17.944	26.697	-0.098	-0.083	-0.105
Si	6.364	16.996	28.041	-0.108	-0.155	0.135
Si	4.3	5.583	27.047	-0.042	0.087	0.099
Si	9.232	15.695	28.437	-0.033	-0.035	-0.017
Si	17.714	12.511	28.784	-0.038	0.041	0.166
Si	17.336	10.814	26.211	-0.005	-0.021	-0.079
Si	16.507	20.344	24.367	0.042	0.133	-0.088
Si	8.248	5.539	27.923	0.109	-0.056	-0.13
Si	12.712	10.168	29.588	0.014	-0.024	0.132
Si	14.751	11.743	24.675	0.046	0.025	-0.093
Si	7.148	9.256	29.665	-0.084	0.056	0.096
Si	12.469	9.723	24.977	-0.069	-0.069	-0.224
Si	14.345	8.334	31.573	-0.087	-0.003	0.186
Si	17.819	8.621	30.489	0.066	-0.155	0.016
Si	13.359	13.589	26.514	0.01	0.036	0.043
Si	10.957	11.968	26.341	-0.053	0.023	-0.09
Si	10.736	15.278	30.894	0.016	-0.114	0.023
Si	8.201	5.32	23.611	-0.041	-0.103	0.01
Si	15.141	14.079	29.03	-0.09	-0.06	0.066
Si	2.668	16.273	23.847	-0.022	0.04	-0.007
Si	10.312	13.622	23.779	0.135	0.061	-0.12
Si	15.457	17.123	29.29	0.035	-0.066	0.007
Si	16.248	17.504	24.64	-0.03	-0.174	-0.119
Si	5.949	11.689	28.591	0.006	-0.039	0.078
Si	13.343	8.381	27.385	-0.047	-0.042	-0.049
Si	2.97	10.702	23.911	-0.049	0.022	-0.171
Si	17.847	20.834	29.482	-0.053	0.015	-0.084
Si	12.783	20.56	26.216	0.03	0.048	-0.013
Si	3.674	6.856	29.674	0.108	0.024	-0.045
Si	17.681	5.497	26.735	-0.061	-0.08	-0.072
Si	5.045	15.267	25.765	0.073	0.119	-0.128
Si	13.858	5.322	23.754	0.035	0.104	-0.071
Si	12.631	13.194	30.537	0.009	-0.14	0.109
Si	16.499	8.268	27.657	0.056	0.157	0.054
Si	7.414	11.753	30.896	0.002	0.003	0.079
Si	12.633	5.747	28.905	-0.002	0.122	-0.016
Si	18.224	17.977	30.549	0.065	-0.097	0.082
Si	15.101	21.889	30.7	-0.024	0.014	0.126
Si	9.882	9.173	30.528	-0.077	0.009	0.133
Si	10.017	6.09	30.531	0.017	-0.029	-0.002
Si	8.667	12.567	28.306	-0.06	-0.057	0.134
Si	4.271	16.022	30.081	0.004	-0.069	0.108
Si	5.798	19.891	28.43	0.01	0.019	0.036
Si	1.378	14.944	5.376	0.009	-0.001	0.007
Si	4.066	1.349	5.404	-0.004	0.01	0.001
Si	1.374	4.096	5.427	-0.002	0.003	-0.003
Si	4.071	6.827	5.426	0	0.007	0.004
Si	1.353	9.52	5.452	-0.003	-0.007	0.004
Si	4.079	12.262	5.425	-0.003	0.003	-0.01
Si	6.8	14.96	5.43	-0.001	0.007	0.006
Si	9.514	1.375	5.455	0.011	0.008	0.012
Si	6.756	4.071	5.467	0.013	0.009	0.019
Si	9.505	6.837	5.507	-0.011	-0.008	0.013
Si	6.783	9.535	5.413	0.008	0.014	0.012
Si	9.524	12.224	5.446	-0.004	0.005	0.013
Si	12.241	14.926	5.488	0.006	-0.007	0.007
Si	14.976	1.353	5.49	0.004	-0.008	0.008
Si	12.241	4.045	5.468	-0.004	-0.009	0
Si	14.982	6.78	5.443	-0.007	-0.003	0.011
Si	12.268	9.503	5.44	-0.004	-0.012	-0.004
Si	14.986	12.245	5.42	0.004	-0.012	0.01
Si	2.717	16.305	6.768	0.009	-0.008	-0.008
Si	5.402	2.706	6.806	0	0	0.002
Si	2.726	5.452	6.794	0.002	-0.002	-0.005
Si	5.435	8.177	6.79	-0.006	0.007	-0.002
Si	2.726	10.89	6.788	-0.001	-0.001	0.001
Si	5.436	13.61	6.795	0.003	-0.004	0.007
Si	8.157	16.317	6.798	-0.003	-0.008	-0.001
Si	10.875	2.711	6.831	-0.01	0.009	0.012
Si	8.141	5.435	6.814	0.002	0.005	0.003
Si	10.899	8.175	6.831	-0.001	-0.008	0.007
Si	8.15	10.875	6.795	0.001	-0.002	-0.002
Si	10.874	13.573	6.827	0.006	-0.003	0.006
Si	13.603	16.308	6.826	-0.013	0.009	0.005
Si	16.344	2.731	6.808	-0.004	-0.001	0.003
Si	13.604	5.431	6.802	0	0.006	-0.008
Si	16.325	8.15	6.809	0.007	-0.001	0.003
Si	13.618	10.884	6.787	0.003	0.005	-0.006
Si	16.345	13.603	6.776	-0.007	0.011	-0.004
Si	1.373	17.67	8.15	0.008	0.01	-0.001
Si	4.065	4.08	8.164	-0.007	-0.01	0.002
Si	1.369	6.8	8.165	-0.002	0.009	0
Si	4.081	9.533	8.154	0.001	0	0.002
Si	1.367	12.244	8.153	0.006	0.003	-0.008
Si	4.076	14.967	8.153	-0.003	0.001	-0.004
Si	6.791	17.678	8.156	0.006	0.007	-0.008
Si	9.515	4.087	8.173	0.008	0.002	0.002
Si	6.786	6.806	8.16	0.003	-0.009	-0.012
Si	9.52	9.531	8.168	0.009	0.012	-0.004
Si	6.793	12.241	8.153	0.003	-0.003	-0.001
Si	9.51	14.952	8.163	-0.003	-0.004	-0.005
Si	12.237	17.667	8.178	-0.013	-0.008	0.002
Si	14.968	4.078	8.163	-0.003	0	-0.006
Si	12.247	6.791	8.171	-0.006	-0.001	0.005
Si	14.96	9.516	8.158	-0.008	-0.013	-0.008
Si	12.255	12.225	8.167	-0.007	0.004	-0.001
Si	14.982	14.95	8.158	0.005	0.004	-0.004
Si	16.328	16.32	9.518	0	0.002	-0.003
Si	2.716	2.713	9.522	-0.002	-0.001	0.001
Si	16.323	5.44	9.521	0	-0.001	-0.008
Si	2.726	8.168	9.515	0.006	0	-0.001
Si	16.323	10.882	9.511	0	0.001	-0.002
Si	2.72	13.606	9.517	0.003	0.003	0.002
Si	5.434	16.321	9.52	-0.001	0	-0.001
Si	8.152	2.719	9.519	0.006	0.004	-0.002
Si	5.435	5.44	9.518	0.001	0.003	-0.002
Si	8.16	8.158	9.519	0.006	-0.006	-0.006
Si	5.438	10.887	9.52	0.001	-0.001	-0.007
Si	8.15	13.597	9.521	0.003	-0.002	-0.003
Si	10.872	16.309	9.525	0.001	-0.001	-0.001
Si	13.604	2.718	9.522	-0.001	0.001	-0.006
Si	10.882	5.439	9.533	-0.007	-0.002	0.004
Si	13.602	8.159	9.525	-0.005	-0.001	-0.004
Si	10.885	10.879	9.529	-0.004	0.002	0.001
Si	13.613	13.595	9.517	-0.001	-0.004	-0.002
Si	1.361	14.962	10.885	0.002	-0.001	0.001
Si	4.08	17.682	10.886	0.007	0.008	0.001
Si	1.353	4.071	10.877	0	-0.007	0.002
Si	4.08	6.802	10.873	-0.001	-0.007	-0.002
Si	1.363	9.525	10.871	0	-0.01	0.002
Si	4.08	12.25	10.879	0.001	-0.001	0.003
Si	6.792	14.959	10.88	0.005	-0.004	0.001
Si	9.514	17.677	10.877	-0.001	0	-0.005
Si	6.798	4.082	10.881	0.002	-0.001	0
Si	9.521	6.802	10.888	0.004	0.002	0.004
Si	6.799	9.522	10.875	-0.001	0.01	-0.003
Si	9.521	12.244	10.876	0.011	0.001	-0.002
Si	12.245	14.956	10.871	-0.009	0.002	0.001
Si	14.964	17.677	10.88	-0.002	0	0.005
Si	12.244	4.073	10.887	-0.002	0.001	0.002
Si	14.962	6.797	10.879	0.005	0.007	-0.001
Si	12.24	9.514	10.888	-0.008	-0.008	-0.001
Si	14.966	12.236	10.881	-0.003	0.004	0.003
Si	2.719	16.323	12.248	0.001	0.004	0
Si	5.439	2.725	12.244	0	0.003	0.009
Si	2.72	5.434	12.221	-0.004	0.005	-0.005
Si	5.438	8.161	12.233	0.003	-0.011	0.006
Si	2.714	10.891	12.232	0.006	0.004	-0.002
Si	5.437	13.604	12.249	-0.002	-0.004	0.007
Si	8.153	16.322	12.236	0.007	0.004	0.002
Si	10.883	2.705	12.24	-0.009	-0.005	0.002
Si	8.164	5.435	12.245	0.004	-0.002	0.003
Si	10.882	8.158	12.254	0.002	0.007	0.006
Si	8.163	10.881	12.231	0.005	-0.003	0
Si	10.884	13.602	12.229	-0.003	-0.001	0
Si	13.596	16.32	12.235	-0.002	-0.007	0
Si	16.317	2.718	12.246	0	0.007	0.004
Si	13.605	5.437	12.244	-0.001	-0.001	0.004
Si	16.326	8.159	12.227	-0.001	-0.004	0.005
Si	13.605	10.875	12.24	-0.005	-0.002	0.005
Si	16.314	13.605	12.245	0.005	0.003	0.007
Si	1.358	17.684	13.609	0.006	-0.004	0.008
Si	4.07	4.086	13.594	-0.004	0.005	-0.001
Si	1.362	6.789	13.576	0.013	-0.01	-0.006
Si	4.072	9.526	13.582	-0.008	0.004	0.004
Si	1.355	12.246	13.601	-0.009	-0.001	0.002
Si	4.076	14.965	13.612	0.005	0	0.005
Si	6.797	17.68	13.602	0.004	0.004	0.008
Si	9.529	4.065	13.598	0.014	-0.008	0
Si	6.797	6.8	13.594	-0.002	0.004	0.009
Si	9.517	9.529	13.602	-0.007	0.01	0.001
Si	6.811	12.241	13.595	0.013	-0.01	0.002
Si	9.526	14.967	13.583	0.002	-0.008	-0.002
Si	12.24	17.668	13.611	0.001	0.003	0.006
Si	14.957	4.075	13.61	-0.002	0.003	0.012
Si	12.251	6.797	13.608	-0.009	-0.001	0.007
Si	14.97	9.511	13.592	0.019	-0.011	0.003
Si	12.244	12.246	13.589	-0.01	0.004	0.005
Si	14.946	14.966	13.603	-0.013	0.009	-0.003
Si	16.299	16.334	14.959	-0.004	0.002	-0.003
Si	2.718	19.051	14.967	-0.003	0.007	0
Si	16.337	5.434	14.952	0.008	-0.001	-0.003
Si	2.704	8.161	14.929	-0.005	-0.01	0
Si	16.318	10.876	14.955	-0.004	0	-0.005
Si	2.704	13.61	14.966	0.001	0.002	-0.001
Si	5.433	16.332	14.971	0.002	-0.005	0.004
Si	8.172	19.026	14.961	0.007	0.005	-0.002
Si	5.424	5.45	14.95	0.003	0.002	-0.003
Si	8.157	8.16	14.954	0.005	-0.004	0.001
Si	5.444	10.875	14.937	-0.002	0.006	0.002
Si	8.174	13.615	14.944	0.004	0.003	-0.001
Si	10.884	16.296	14.969	-0.011	-0.003	0
Si	13.596	19.032	14.974	0.002	0.004	0.009
Si	10.901	5.414	14.956	-0.006	-0.001	-0.002
Si	13.626	8.152	14.965	-0.003	0.005	0
Si	10.881	10.901	14.95	0.003	-0.003	0.003
Si	13.588	13.603	14.966	0.004	0.003	-0.001
O	7.092	20.563	23.156	-0.253	0.019	0.47
O	14.81	11.718	23.066	-0.173	-0.098	0.097
O	3.562	11.985	23.112	-0.007	0.294	0.249
O	4.735	6.682	30.889	-0.231	0.006	0.358
O	2.959	16.959	29.862	-0.024	0.157	-0.559
O	6.492	9.067	22.959	0.122	0.032	0.381
O	18.489	19.481	30.052	0.242	0.142	-0.025
O	16.354	13.087	29.432	0.12	-0.267	0.303
O	4.334	14.139	26.623	-0.214	-0.326	-0.311
O	14.043	13.129	25.121	0.099	0.478	-0.403
O	9.78	11.788	27.428	-0.099	-0.582	-0.019
O	8.17	10.852	22.141	0.134	0.126	0.526
O	2.182	15.067	22.889	0.313	-0.259	0.225
O	10.725	7.934	22.123	0.066	-0.218	0.573
O	15.033	17.007	25.6	-0.209	-0.467	-0.152
O	3.806	10.838	32.051	0.241	0.144	-0.428
O	8.363	17.009	32.954	-0.107	0.114	-0.562
O	14.444	6.713	23.176	-0.038	0.406	0.306
O	9.351	17.57	23.219	-0.183	-0.284	0.165
O	13.171	7.543	32.367	-0.195	-0.394	-0.374
O	4.181	14.597	29.314	0.232	-0.275	0.29
O	5.339	18.964	22.163	-0.006	-0.064	0.27
O	4.17	9.656	24.091	0.207	-0.106	0.11
O	12.281	9.484	23.39	0.268	0.32	0.28
O	13.526	16.219	22.36	0.02	-0.044	0.39
O	5.937	8.234	25.369	-0.163	0.489	0.385
O	9.588	10.121	31.84	-0.003	0.405	-0.21
O	4.379	6.719	28.218	0.235	0.563	-0.112
O	18.537	13.636	27.981	-0.145	0.558	-0.254
O	10.231	12.335	22.822	0.225	-0.204	0.165
O	5.741	14.202	32.998	-0.098	-0.14	-0.171
O	17.761	10.047	31.235	-0.542	-0.042	0.323
O	18.323	17.925	32.173	0.188	-0.354	0.166
O	6.384	18.574	27.759	0.156	-0.098	-0.522
O	9.997	14.967	32.3	-0.073	-0.495	-0.167
O	8.267	16.353	25.17	-0.107	0.284	0.427
O	6.199	10.065	28.614	-0.335	-0.482	-0.559
O	12.769	11.736	29.905	0.054	-0.098	0.041
O	4.63	7.254	23.158	-0.177	-0.346	0.28
O	12.436	13.222	32.135	-0.139	0.467	-0.258
O	6.114	12.316	30.096	-0.382	0.474	0.247
O	13.813	11.366	33.156	-0.044	0.124	-0.26
O	17.569	20.68	27.887	-0.102	-0.489	-0.135
O	15.637	17.624	23.144	0.304	0.124	0.077
O	8.662	12.08	29.875	0.643	-0.137	0.104
O	13.752	9.375	30.516	0.205	0.008	-0.156
O	16.605	18.975	25.192	0.27	0.149	0.446
O	11.4	19.958	25.66	-0.122	-0.485	-0.211
O	10.933	19.22	22.101	-0.149	-0.03	0.28
O	11.291	13.986	30.065	-0.335	-0.235	-0.358
O	16.715	17.609	30.143	-0.244	0.185	0.214
O	15.702	15.576	28.93	0.482	-0.046	-0.266
O	5.377	13.675	22.182	0.076	0.16	0.139
O	14.924	8.101	27.388	0.063	-0.07	0.014
O	14.008	21.583	29.573	0.174	-0.182	-0.098
O	17.616	7.587	31.742	-0.388	-0.32	-0.068
O	12.655	7.252	28.316	-0.474	0.292	0.306
O	13.967	14.009	30.135	0.139	0.237	0.292
O	14.089	17.305	30.109	-0.421	0.145	-0.398
O	9.638	15.999	29.97	-0.426	0.33	0.336
O	2.873	22.333	33.01	-0.001	-0.12	-0.18
O	18.086	10.046	23.047	-0.193	-0.019	0.422
O	14.651	21.269	32.122	-0.476	0.04	-0.202
O	6.735	7.698	29.748	-0.269	-0.103	-0.273
O	13.853	10.516	25.17	0.356	-0.285	0.212
O	17.072	9.244	26.494	-0.016	-0.478	-0.272
O	17.643	16.682	24.671	0.128	0.012	0.328
O	15.06	20.563	23.683	-0.129	-0.326	-0.403
O	8.814	14.22	23.834	-0.04	-0.07	-0.183
O	13.955	19.45	26.19	0.522	0.129	-0.407
O	16.194	11.554	25.346	0.188	0.342	-0.318
O	7.126	7.292	32.226	0.4	0.001	-0.137
O	16.806	8.68	29.211	-0.427	0.336	0.022
O	14.548	13.689	27.589	0.043	-0.314	-0.24
O	17.351	11.388	27.709	-0.312	-0.149	0.13
O	15.247	18.013	27.968	0.229	0.32	0.137
O	15.182	7.181	30.833	0.332	0.225	-0.159
O	2.387	11.055	25.378	0.297	0.274	0.374
O	11.466	14.597	23.155	0.059	0.048	0.351
O	10.954	16.776	25.141	0.331	0.079	-0.259
O	16.485	19.678	33.04	0.129	0.097	-0.489
O	2.849	5.561	22.191	-0.085	-0.146	0.405
O	8.806	6.02	22.32	-0.285	-0.333	-0.091
O	7.612	12.428	32.334	0.584	-0.094	0.138
O	16.405	14.31	33.044	0.132	0.131	-0.566
O	6.786	21.443	31.033	0.582	0.009	-0.23
O	5.556	16.391	26.791	-0.222	0.398	-0.151
O	16.32	8.273	22.235	0.079	-0.067	0.405
O	12.67	8.397	25.902	-0.106	-0.442	-0.045
O	16.806	5.212	25.414	-0.316	0.175	-0.04
O	6.948	21.009	28.326	-0.194	0.261	0.275
O	13.159	18.214	32.352	0.053	0.186	-0.242
O	17.559	20.188	23.162	-0.004	-0.578	0.141
O	14.474	15.941	32.289	0.136	-0.1	-0.417
O	7.703	6.827	27.067	0.044	0.531	0.237
O	17.203	6.849	27.438	0.297	-0.056	0.017
O	10.506	16.136	27.56	0.176	0.138	0.306
O	9.273	20.973	27.028	0.326	-0.129	0.042
O	13.317	5.453	25.273	-0.15	0.385	0.214
O	2.899	5.653	26.267	0.153	0.129	-0.62
O	11.229	9.655	29.847	-0.083	0.243	-0.323
O	11.205	8.909	33.328	-0.059	-0.065	0.001
O	9.621	21.524	31.835	-0.4	-0.126	-0.026
O	16.493	21.237	30.253	0.018	-0.261	0.234
O	11.132	19.742	32.986	0.095	0.003	-0.344
O	12.31	12.484	27.066	0.127	-0.275	0.714
O	6.809	18.94	32.037	0.253	-0.239	-0.543
O	4.34	15.853	31.693	-0.24	0.431	-0.258
O	2.963	8.297	29.853	0.478	0.558	-0.33
O	11.472	5.636	30.009	0.346	-0.436	0.278
O	4.468	20.429	27.691	-0.339	-0.532	-0.17
O	12.559	14.955	26.26	-0.221	-0.006	-0.412
O	12.798	17.344	27.05	-0.221	0.046	0.52
O	8.997	5.948	29.285	-0.281	0.094	-0.039
O	18.084	12.469	32.281	-0.15	0.251	-0.4
O	2.584	5.688	29.768	-0.182	-0.205	0.151
O	12.005	16.201	31.237	0.05	0.276	0.137
O	12.406	21.061	27.684	-0.305	-0.028	-0.034
O	7.534	6.459	24.5	0.183	0.59	-0.236
O	3.912	15.841	24.769	0.053	0.191	-0.189
O	5.437	8.974	33.097	0.075	0.116	-0.211
O	7.887	16.5	28.111	0.082	0.045	-0.257
O	12.641	4.793	22.843	-0.05	0.295	0.033
O	8.744	9.264	29.37	0.145	-0.112	-0.649
O	8.955	14.136	28.193	0.105	-0.088	-0.438
O	7.176	12.292	27.705	-0.062	0.156	-0.665
O	16.422	13.585	22.192	0.061	0.141	0.294
O	9.17	18.681	25.694	-0.373	-0.156	0.19
O	15.293	9.215	32.563	0.417	0.044	-0.198
O	5.369	19.584	29.955	-0.384	-0.421	-0.092
O	4.687	20.46	32.342	-0.198	-0.316	-0.117
O	7.071	10.155	31.034	-0.049	-0.36	0.324
O	10.626	13.14	25.273	0.002	0.362	0.111
O	5.508	5.785	26.014	0.038	-0.303	-0.435
O	18.763	11.958	29.894	0.455	0.161	-0.234
O	7.02	15.719	22.813	0.087	0.426	0.012
O	13.083	9.84	28.054	0.205	0.522	-0.32
O	3.248	17.469	22.922	-0.314	0.461	0.008
O	11.219	10.582	25.553	-0.621	-0.215	0.205
O	6.338	14.62	25.027	-0.085	-0.427	-0.044
O	5.599	16.703	29.448	0.182	0.289	0.156
O	10.013	7.633	31.005	0.043	-0.042	0.458
O	4.497	12.16	28.118	-0.278	-0.422	-0.349
O	9.397	4.623	24.404	0.437	-0.101	-0.199

Results
total energy: -101654.410 eV
total energy less fixed offsets of O -438.35, Si -107.03 eV per atom: -1.210 eV
